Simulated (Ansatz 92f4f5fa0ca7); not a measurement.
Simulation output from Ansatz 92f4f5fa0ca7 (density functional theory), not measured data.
Periodic cell of 294 atoms, Si196O98, from a study of silicon, its oxide and their interface. The atomic structure is a simulated model.
Doubt: the cutoff is far below the 930 eV that the study's wrapper takes by default for these files, so forces and energies are approximate.
This geometry differs little from another in the collection (a relaxation step or a small displacement).

Settings: functional PBE; potential files Ansatz PAW; basis plane waves; wave-function cutoff 580 eV; density cutoff ratio 5; exchange-correlation grid ratio 1; k mesh 1 x 1 x 1, Gamma-centred; self-consistency stop 5e-08 eV per atom in the density residual; occupations fixed; spin none; net charge 0.

Cell vectors (angstrom)
a	11.6015	0	0
b	0	10.938	0
c	0	0	41.712

Atoms and the computed forces on them: element, x, y, z (angstrom), force x, y, z (eV/angstrom)
Si	0	0	0.9665	-0.0029	-0.0202	-0.0027
Si	3.8672	0	0.9665	-0.0047	0.0372	-0.0087
Si	7.7343	0	0.9665	0.0077	0.0432	0.0112
Si	1.9336	1.3673	0.9665	-0.0084	-0.0266	-0.0143
Si	5.8008	1.3673	0.9665	0.0021	-0.0732	0.0136
Si	9.6679	1.3673	0.9665	0.0068	-0.0131	0.0144
Si	0	5.469	0.9665	0.0006	0.0273	-0.0095
Si	3.8672	5.469	0.9665	0.0007	0.0381	-0.005
Si	7.7343	5.469	0.9665	-0.0018	0.0376	-0.0115
Si	1.9336	6.8362	0.9665	0.0091	-0.0578	-0.0108
Si	5.8008	6.8362	0.9665	-0.0022	-0.04	0.0132
Si	9.6679	6.8362	0.9665	-0.007	-0.0609	0.0106
Si	1.9336	2.7345	40.745	0.0156	0.0445	-0.0115
Si	5.8008	2.7345	40.745	-0.0057	0.0332	0.0344
Si	9.6679	2.7345	40.745	0.0004	-0.0347	0.0505
Si	0	4.1018	40.745	-0.0083	-0.0398	-0.0126
Si	3.8672	4.1018	40.745	0.0158	-0.0471	-0.0119
Si	7.7343	4.1018	40.745	0.0053	-0.0488	-0.0066
Si	1.9336	8.2035	40.745	-0.0067	0.1007	-0.0506
Si	5.8008	8.2035	40.745	-0.0103	0.0415	-0.0198
Si	9.6679	8.2035	40.745	0.0095	0.0641	-0.0174
Si	0	9.5708	40.745	0.0065	0.0408	0.0246
Si	3.8672	9.5708	40.745	-0.0009	-0.0334	0.017
Si	7.7343	9.5708	40.745	-0.0117	-0.0327	0.0073
Si	0	0	4.8337	0.0057	0.0227	-0.2711
Si	3.8672	0	4.8337	0.0055	-0.0003	-0.0275
Si	7.7343	0	4.8337	-0.0694	-0.0415	0.0126
Si	1.9336	1.3673	4.8337	-0.0222	-0.0885	-0.2065
Si	5.8008	1.3673	4.8337	0.0817	0.0006	0.353
Si	9.6679	1.3673	4.8337	-0.0056	-0.1025	0.062
Si	0	5.469	4.8337	-0.0458	0.05	-0.024
Si	3.8672	5.469	4.8337	0.0971	0.0183	0.0547
Si	7.7343	5.469	4.8337	0.0134	-0.0111	0.0131
Si	1.9336	6.8362	4.8337	0.0229	-0.0903	-0.0469
Si	5.8008	6.8362	4.8337	-0.0132	-0.0457	0.0128
Si	9.6679	6.8362	4.8337	-0.0711	-0.0925	0.0744
Si	1.9336	2.7345	2.9001	0.0045	-0.0169	-0.0379
Si	5.8008	2.7345	2.9001	-0.0051	0.1065	0.0316
Si	9.6679	2.7345	2.9001	-0.0103	0.0275	0.0053
Si	0	4.1018	2.9001	-0.0001	-0.0194	0.002
Si	3.8672	4.1018	2.9001	-0.0006	-0.046	0.0083
Si	7.7343	4.1018	2.9001	-0.0097	-0.0419	0.0177
Si	1.9336	8.2035	2.9001	-0.0038	0.0354	-0.018
Si	5.8008	8.2035	2.9001	0.0107	0.053	0.0093
Si	9.6679	8.2035	2.9001	0.0004	0.0708	0.0104
Si	0	9.5708	2.9001	-0.0012	0.0466	-0.0294
Si	3.8672	9.5708	2.9001	0.0112	-0.0211	-0.0125
Si	7.7343	9.5708	2.9001	-0.0015	-0.0453	-0.009
Si	-0.6425	0.742	31.7987	0.0085	0.0001	-0.0003
Si	3.9969	-0.1929	31.0841	-0.0101	0.0241	0.0083
Si	7.3231	-0.0554	30.9545	0.0043	0.0032	0.0041
Si	1.4493	1.4952	31.0147	-0.004	-0.0034	0.0149
Si	5.6147	1.5345	31.249	-0.0043	-0.0194	-0.0082
Si	9.3378	0.7852	30.1838	0.0019	-0.0132	-0.0064
Si	-0.2877	5.3516	31.1387	0.0083	0.0072	-0.0011
Si	5.9424	7.0975	30.1386	0.001	0.0016	0.0001
Si	8.0243	5.2828	30.9596	0.0022	0.0026	0.0035
Si	1.4228	6.875	30.635	-0.0006	-0.009	0.0068
Si	3.4384	5.7184	30.2425	-0.0076	0.0044	0.0093
Si	9.6147	6.9704	31.0573	-0.0021	-0.0064	-0.0029
Si	2.0211	2.7715	32.9537	0.0072	0.0005	-0.0032
Si	5.8552	2.8439	33.1316	0.0041	0.0022	0.0046
Si	9.9033	2.5501	33.1178	0.0031	-0.0013	0.0025
Si	0.0705	4.0952	33.0951	-0.0031	-0.0039	-0.0006
Si	3.9177	4.1828	33.0597	-0.0093	-0.0004	-0.0077
Si	7.9165	4.0002	32.9709	-0.0057	-0.0008	-0.0059
Si	1.773	8.2155	32.7536	0.001	0.0005	-0.0033
Si	5.8182	8.2717	33.1449	-0.0007	0.0053	-0.0043
Si	9.567	8.3536	32.9681	-0.001	0.0052	0.0017
Si	-0.1192	9.7086	33.0444	0.0002	0.0025	0.0024
Si	3.8071	9.455	33.0257	-0.0058	-0.0066	0.0034
Si	7.6454	9.7319	33.0331	0.0026	-0.0027	-0.0074
Si	0.0174	-0.0092	35.0498	-0.0028	-0.0028	-0.0013
Si	3.8457	-0.0189	34.9158	-0.0002	-0.0004	0.0013
Si	7.7391	0.0869	34.9907	-0.0006	-0.002	0.006
Si	1.9394	1.3752	34.9074	-0.0012	0.0035	0.0019
Si	5.7752	1.3856	34.983	0	0.0018	0.0001
Si	9.7078	1.3695	35.1056	0.004	0.0026	0.0011
Si	-0.0125	5.5375	34.9394	-0.001	-0.0017	0.0012
Si	3.8229	5.5428	34.958	0.0009	-0.0029	0.0001
Si	7.7935	5.4111	34.9022	-0.0021	0.0008	0.005
Si	1.882	6.924	34.8176	0.0008	0.0045	0.0059
Si	5.8345	6.7767	34.9512	0.0023	0.0005	0.0033
Si	9.6414	6.8833	34.8783	0.0013	0.0003	0.0013
Si	1.9258	2.7406	36.8555	-0.0027	-0.0047	-0.0011
Si	5.7725	2.762	36.8952	0.0015	-0.0013	0.0015
Si	9.6734	2.7856	36.9491	-0.0005	-0.0022	-0.0019
Si	0.0041	4.1378	36.8683	0.0006	0.0023	0.0011
Si	3.8363	4.1281	36.8723	0.0019	0.0042	0.0003
Si	7.7296	4.1068	36.8776	-0.0004	0.0008	0.001
Si	1.9514	8.1971	36.8442	0.0013	-0.0057	-0.0009
Si	5.8214	8.1942	36.8678	-0.0012	-0.0027	0
Si	9.6724	8.2068	36.86	-0.0004	-0.002	0.002
Si	0.0264	9.5404	36.9267	-0.0021	0.0027	-0.0016
Si	3.8808	9.5679	36.8643	-0.0004	0	-0.0001
Si	7.7396	9.5744	36.8701	0.0008	0.0041	-0.0008
Si	0	0	38.8114	0.0103	0.0362	0.1901
Si	3.8672	0	38.8114	0.037	-0.0185	-0.0902
Si	7.7343	0	38.8114	0.0101	0.0515	-0.0825
Si	1.9336	1.3673	38.8114	-0.048	0.0126	-0.1555
Si	5.8008	1.3673	38.8114	-0.0534	0.0359	0.0499
Si	9.6679	1.3673	38.8114	0.0447	-0.0361	0.2645
Si	0	5.469	38.8114	0.0632	0.1164	0.0462
Si	3.8672	5.469	38.8114	-0.0651	0.0779	0.0831
Si	7.7343	5.469	38.8114	-0.0527	0.0841	-0.0027
Si	1.9336	6.8362	38.8114	0.0641	-0.0716	-0.183
Si	5.8008	6.8362	38.8114	0.0186	-0.0041	0.0052
Si	9.6679	6.8362	38.8114	-0.0214	-0.0287	-0.1354
Si	1.9433	2.7598	6.7141	-0.0014	-0.0024	0.0016
Si	5.8296	2.714	6.8423	0.0007	-0.0045	0.0015
Si	9.666	2.715	6.7765	0.0011	-0.0025	0.0009
Si	-0.0131	4.0866	6.7506	-0.0009	0.0036	-0.0017
Si	3.8927	4.0744	6.7583	0.0001	0.0017	-0.0042
Si	7.7581	4.1013	6.7758	-0.0004	0.0034	-0.0013
Si	1.9337	8.1941	6.7607	0.0005	-0.0017	-0.0005
Si	5.7829	8.1754	6.7883	0.0005	-0.0035	0.0009
Si	9.6426	8.2058	6.7733	0	-0.0002	-0.0005
Si	-0.0187	9.5334	6.706	-0.0006	0.0006	0.0007
Si	3.8697	9.5632	6.7602	-0.0002	0.0037	0.003
Si	7.7087	9.572	6.7795	0.0009	-0.0002	0.0018
Si	-0.0014	-0.0026	8.5647	0.0041	-0.0034	-0.0023
Si	3.8881	0.0182	8.6764	0.0022	-0.0035	-0.0014
Si	7.7344	-0.0157	8.7305	-0.002	0.0002	-0.0019
Si	1.9272	1.3511	8.5803	-0.0002	0.0026	0.0019
Si	5.8135	1.3759	8.8624	-0.0001	0.0046	0.0035
Si	9.6678	1.352	8.7226	-0.0044	0.0024	-0.0017
Si	-0.037	5.4586	8.6706	0.0033	-0.0044	-0.0012
Si	3.8296	5.3626	8.7317	0.0002	-0.0056	0.0001
Si	7.7789	5.5021	8.6901	0.0041	-0.0053	-0.0013
Si	1.9253	6.7499	8.6426	-0.0054	0.0022	-0.0065
Si	5.7867	6.7239	8.6889	-0.0002	0.0057	-0.0087
Si	9.7047	6.9122	8.7622	-0.0011	0.0036	-0.0035
Si	1.7192	2.5923	10.5559	-0.0008	-0.003	-0.0034
Si	5.7479	2.8545	10.8144	0.0022	-0.0077	-0.0036
Si	9.6008	2.738	10.6628	0.0037	-0.0008	0.0014
Si	-0.0542	4.1248	10.6167	-0.0002	0	0.0072
Si	3.7024	3.9945	10.7111	0.0018	0.0016	0.0048
Si	7.7142	4.1387	10.6062	-0.0053	-0.0013	0.0011
Si	1.9717	8.1851	10.4803	0.0017	-0.0002	0.0091
Si	5.8567	8.0653	10.602	0.0008	0.001	0.0084
Si	9.7937	8.255	10.773	-0.0052	-0.0078	0.0043
Si	0.1721	9.6812	10.5222	0.0056	0.0107	0.0018
Si	3.9538	9.4079	10.4474	0.0038	0.007	-0.0038
Si	7.7529	9.4847	10.6059	-0.0039	-0.0001	-0.0068
Si	1.0794	0.6108	11.7894	0.0032	-0.0033	-0.0016
Si	2.9732	-0.0341	12.8898	0.0002	-0.0002	0.0049
Si	7.6846	-0.2648	12.64	0.0021	0.0013	0.0131
Si	-0.4485	0.5284	13.5286	-0.0093	-0.0026	-0.008
Si	5.4164	1.4139	13.6645	-0.0002	0.0004	-0.0037
Si	9.2324	1.5455	12.6866	0.0058	-0.002	-0.0023
Si	0.2457	5.5045	12.5566	-0.0006	0.001	-0.0057
Si	3.7754	5.4765	12.5861	0.0121	-0.0002	-0.0022
Si	5.8359	6.7324	12.6012	-0.0108	-0.0031	0.0005
Si	2.0571	7.0557	12.534	-0.0058	0.0004	0.0026
Si	7.7571	5.4466	12.5765	0.0092	0.0037	-0.0004
Si	9.8026	6.7094	12.6929	-0.0038	-0.0036	0.0006
O	7.4288	4.6464	14.0221	-0.0003	-0.0005	0.0022
O	6.0793	7.5276	14.0516	0.0013	0.0003	0.0027
O	3.8021	12.1321	13.5919	-0.0017	-0.0038	0.0001
O	-7.5327	10.1454	11.9382	-0.0057	-0.0043	-0.0028
O	8.9806	2.5849	13.9505	0.0006	-0.0006	0.0017
O	3.3972	4.663	14.0145	-0.0033	0.0013	-0.0001
O	0.0101	1.4744	14.7705	0.0012	0.0027	0.0042
O	6.2472	10.9773	13.383	0.0014	0.0008	-0.0001
O	10.8751	9.9565	14.1631	0.0029	0.0012	0.0011
O	12.2912	4.4462	13.7833	-0.0001	0.0002	0.0022
O	5.7484	1.8922	15.1896	0.0004	0.0003	0.0015
O	-1.7496	7.5152	14.1555	0.0006	0.003	0.0005
O	14.0168	11.1175	30.7858	0.0091	-0.0032	-0.0015
O	3.875	-5.7235	31.7507	0.0014	-0.0017	0.0029
O	6.5694	8.2235	29.1356	-0.0009	-0.0011	0.003
O	4.5469	9.8954	29.7592	-0.002	-0.0018	-0.0034
O	-1.8008	11.0958	28.7643	0.0034	0.0032	-0.0224
O	1.5037	3.5268	27.308	0	-0.0006	-0.0005
O	9.1391	13.3289	29.998	-0.0082	-0.0096	0.0088
O	3.7401	4.4809	29.2103	0.0039	-0.0041	-0.0042
O	5.5587	2.5991	29.9737	-0.0006	0.0023	-0.0025
O	13.0646	2.245	29.5504	0.0007	0.0015	-0.0096
O	0.8894	7.8469	29.3621	-0.006	0.0072	-0.0118
O	9.8736	7.5763	29.4886	0.0021	0.0011	-0.0023
Si	14.5632	5.4864	21.921	0	-0.0005	-0.0001
Si	2.5027	8.3716	14.5313	0.0084	0.0066	-0.0041
Si	9.2908	3.949	29.5883	0.0021	0.0107	0.0022
Si	7.0597	4.0604	24.3042	0.0003	0.0004	0.0009
Si	2.3413	11.0461	17.9909	-0.0003	-0.0004	-0.001
Si	-1.6899	5.5416	16.8235	0.0004	-0.0001	-0.0017
Si	12.3511	-1.8061	23.996	0	0	-0.0002
Si	1.027	6.8276	16.6025	0.0009	0.0004	-0.0026
Si	9.2668	6.0977	23.6077	0.0003	0.0001	0.0005
Si	3.2844	4.0151	19.2316	0	0	-0.0006
Si	7.7334	9.6915	16.879	0.0004	-0.0011	-0.0026
Si	7.1666	11.2405	26.6892	-0.0005	0.0006	0.0009
Si	-0.1868	6.4679	25.6639	-0.0005	0	-0.0003
Si	-1.3149	4.1922	19.4277	-0.0002	0.0007	-0.0011
Si	5.6292	10.3564	21.354	0.0001	-0.0001	-0.0005
Si	10.1327	8.4842	22.0977	0	0	-0.0003
Si	8.4383	3.7417	14.9355	-0.0016	0.0028	-0.0034
Si	3.1034	8.4009	21.8898	0	-0.0002	-0.0008
Si	5.4871	7.7786	15.5461	-0.003	0.0013	-0.0051
Si	1.0367	1.7622	15.9695	0.0003	-0.0011	-0.0017
Si	0.7062	0.8144	25.8187	0.0003	-0.0006	0.0018
Si	-0.4788	7.7954	28.4291	0.001	0.0011	0.006
Si	11.4901	5.8696	21.6869	0.0001	0	0.0008
Si	15.7541	3.6214	24.0746	-0.0001	0.0001	-0.0007
Si	4.7586	3.2892	28.7377	-0.0012	-0.0006	0.0035
Si	9.5603	9.0652	14.5541	-0.0026	-0.0044	-0.0012
Si	6.0695	1.3305	23.862	-0.0004	0	-0.0001
Si	0.6229	2.2611	18.7845	0.0003	0	-0.0006
Si	6.7614	1.7803	16.4813	0.0006	-0.0002	-0.0021
Si	4.9705	6.0512	17.959	-0.0004	0.0002	-0.0023
Si	6.1181	9.8099	29.2338	-0.0001	0.0001	-0.0019
Si	9.9698	10.4892	27.28	0.0024	0.0042	0.0158
Si	7.4557	3.3751	27.2553	0.0002	-0.0006	0.0015
Si	2.7058	7.9945	18.841	-0.0003	-0.0005	-0.0003
Si	1.981	4.3952	14.8086	0.0002	0.0026	-0.002
Si	4.9246	1.5309	19.0079	0.0001	-0.0003	-0.0008
Si	2.1024	2.1928	28.0454	0	0	0.0032
Si	13.0428	3.7078	25.6842	-0.0003	0.0001	0.0006
Si	-3.7068	5.8717	18.9852	0.0002	0.0001	-0.001
Si	8.0493	8.8394	19.9976	-0.0002	0.0001	-0.0007
O	6.1649	10.4915	27.744	0.0007	0.0005	-0.0001
O	3.9356	8.2334	15.327	-0.0048	0.0013	-0.0013
O	12.706	-0.4657	24.8784	-0.0005	0.0007	0.0007
O	0.1377	2.2453	17.2304	-0.0004	0.0001	0.0018
O	4.2097	7.3772	18.5844	0.0006	-0.0006	0.0006
O	8.5047	10.2929	26.5716	0.0045	0.0015	0.0028
O	-3.0672	6.1311	17.489	0	-0.0003	0.0011
O	7.1176	2.5783	23.5738	0.0002	0.0001	0.0003
O	10.8217	9.1171	27.5113	-0.0053	0.0103	0.0015
O	4.2771	9.525	21.7434	0.0001	0	0.0001
O	11.344	-4.3019	27.2913	0.0002	0	-0.0011
O	2.397	8.1736	20.4289	0.0002	0.0002	0.0007
O	9.0342	7.5793	22.9343	0.0002	0.0003	0.0003
O	7.5276	0.3374	16.5174	-0.0005	0.0009	0.0013
O	10.8689	4.4233	29.782	-0.0025	-0.0031	-0.0017
O	9.1004	9.1917	16.118	-0.0005	0.0008	0.0023
O	10.5617	4.4875	17.8622	0.0001	0.0004	0.0009
O	3.6708	6.9124	22.3282	0.0002	0.0003	0.0002
O	3.1536	5.1984	20.3357	-0.0001	0	0.0001
O	9.3661	9.2925	20.892	0.0002	-0.0004	0.0005
O	1.8167	3.3773	18.9432	-0.0005	-0.0007	0.0003
O	2.9858	3.8379	25.173	-0.0003	0	0.0005
O	7.7273	3.9198	25.7645	-0.0008	-0.0001	-0.0005
O	7.8861	5.2373	23.5456	-0.0006	-0.0004	0.0005
O	9.6204	4.7545	15.4303	0.0009	0.0004	0.0014
O	2.0752	2.9296	15.4993	0.0009	0.0005	0.0013
O	7.791	3.0406	16.2652	-0.001	-0.0008	0.0019
O	10.979	9.4498	23.1248	0.0003	-0.0002	0.0002
O	1.3429	8.113	15.6515	0.0004	-0.0019	0.003
O	5.4563	6.4054	16.4408	0.0001	-0.0004	0.0019
O	12.4052	2.2949	25.0761	-0.0004	-0.0005	0
O	1.7573	5.5149	15.9724	-0.0009	-0.0011	0.0004
O	6.4058	8.8755	16.3509	0.0006	0.0002	0.0021
O	12.9735	5.579	22.27	-0.0004	0.0001	0.0005
O	10.8854	2.6642	19.6675	0	-0.0009	0.0002
O	8.682	4.07	28.0754	-0.0003	0	-0.0027
O	6.1334	0.2333	22.6727	-0.0002	0.0002	0.0003
O	1.8356	0.4277	16.4701	0.0003	-0.0002	0.001
O	7.5926	1.7473	27.3253	-0.0017	0.0009	-0.0009
O	1.6673	0.8778	27.1582	-0.0017	0.0002	-0.0024
O	8.1218	7.2092	19.8896	-0.0001	-0.0002	0.0004
O	8.6973	15.5298	19.692	-0.0001	-0.0004	0.0005
O	12.2373	5.0801	25.3414	0.0001	-0.0001	0.0002
O	-0.592	17.6507	16.6168	-0.0001	-0.0009	0.0017
O	-0.3225	5.1548	20.2636	-0.0002	-0.0006	0
O	6.4367	11.4754	25.2516	0.0003	0.0002	0.0002
O	3.9546	4.7642	17.9326	0.0002	-0.0002	0.0008
O	5.9262	3.7854	27.706	0.001	0.0004	-0.0013
O	10.7709	0.5814	26.3118	-0.003	-0.0078	0.0043
O	2.0205	8.9033	22.9954	-0.0004	0	0.0008
O	1.2781	0.7736	19.0845	0	-0.0001	0.0004
O	3.6072	4.1983	22.6591	0.0002	0.0001	-0.0001
O	4.3066	2.8468	19.7476	-0.0001	0	0.0002
O	9.8759	6.2953	25.1144	-0.0004	0.0002	-0.0002
O	4.5762	12.9696	23.9664	0.0005	-0.0003	0.0005
O	6.0783	1.9876	17.9459	-0.0003	0	0.0011
O	1.5873	-3.8929	18.1217	-0.0004	0	-0.0004
O	2.558	-1.4694	18.1824	0.0001	0.0009	0
O	10.3913	5.2829	22.7391	0.0002	0.0001	0.0006
O	7.9773	9.4964	18.4936	-0.0001	-0.0001	0.0009
O	3.7919	0.8128	18.1103	0.0005	0.0001	0.0008
O	5.488	4.4853	24.4592	0.0007	0.0002	0.0005
O	6.7373	-1.6574	20.852	-0.0002	0.0003	0.0004
O	-0.3552	7.4654	21.4641	-0.0003	0.0001	0.0003
O	6.2878	5.6329	18.8502	0.0003	-0.0004	0.0008
O	5.4327	0.5014	20.1523	0.0002	-0.0002	0.0004
O	12.1191	7.7718	24.9168	0.0001	0.0011	-0.0006
O	3.7449	2.1875	28.0688	-0.0008	0.0016	-0.0018
O	6.6649	5.6368	30.044	-0.0008	-0.0045	-0.0031
O	2.4117	9.9255	14.065	0.0018	-0.0048	-0.0024
O	-3.2926	-1.4032	13.6407	-0.001	0.0036	-0.0047
O	5.8715	2.4079	12.4363	-0.0008	0.0018	0.002
O	6.0851	7.4976	31.706	0.0019	0.002	0.0015
O	4.3832	6.9522	29.7338	0.0011	0.0003	-0.0049

Results
free energy: -180329.692 eV
free energy less fixed offsets of O -568.88, Si -635.61 eV per atom: 0.108 eV

The program warned: the cutoff lies below the one the program advises for these potential files; the exchange-correlation potential is rough where the density is thin.
